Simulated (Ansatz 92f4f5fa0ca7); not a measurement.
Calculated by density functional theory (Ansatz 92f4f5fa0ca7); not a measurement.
Periodic cell of 288 atoms, Si144O112H32, with a vacuum gap, from a study of silicon, its oxide and their interface. The atomic structure is a simulated model.

Settings: functional r2SCAN; potential files Ansatz PAW; basis plane waves; wave-function cutoff 800 eV; density cutoff ratio 5; exchange-correlation grid ratio 1; k mesh 1 x 1 x 1, shifted by 0.5 0.5 0 of a step; self-consistency stop 1e-11 eV per atom in the density residual; occupations fixed; spin none; net charge 0; applied field sawtooth along c, amplitude +0.015 V/angstrom in the program's sign convention, ramp centred at 0.9897 of c and 0.0205 of c wide, no dipole correction.

Cell vectors (angstrom)
a  10.88  0  0
b  0  10.88  0
c  0  0  48.7122

Atoms and the computed forces on them: element, x, y, z (angstrom), force x, y, z (eV/angstrom)
Si  -0.3869  -5.0764  35.1545  -0.0054  -0.0011  0.0264
Si  2.2597  -2.4344  35.0065  -0.0031  -0.0036  0.0279
Si  -1.0464  0.9206  35.142  -0.001  0.0063  0.0367
Si  1.8067  -7.2592  35.0845  -0.0057  -0.0032  0.023
Si  -6.4036  -4.6534  34.9644  0.0024  0.0018  0.0309
Si  -3.5766  -1.8105  34.9905  -0.0013  -0.0003  0.0255
Si  5.1303  0.4179  35.0927  -0.0011  -0.0029  0.0219
Si  -3.2505  -7.7516  35.1365  0.0093  -0.0024  0.0315
Si  0.7478  -3.5032  36.4418  0.01  -0.0056  -0.0169
Si  3.4343  -0.7756  36.2384  0.0028  -0.0049  -0.0175
Si  0.6549  -8.8776  36.3343  -0.0054  0.0078  -0.018
Si  3.3817  -6.1516  36.405  -0.0008  0.0107  -0.0178
Si  -4.7626  -3.4622  36.2126  -0.0037  -0.0016  -0.0166
Si  -2.0761  -0.7225  36.43  -0.0027  0.0107  -0.0198
Si  6.1659  1.9446  36.5089  0.005  -0.0063  -0.0197
Si  -2.0228  -6.199  36.3925  0.0039  -0.0118  -0.0142
Si  -0.6624  -2.1025  37.6979  -0.0045  -0.0028  0.0182
Si  2.0577  0.6003  37.6108  0.0006  0.0049  0.0164
Si  -0.6712  -7.5544  37.7752  0.0029  -0.0006  0.0083
Si  2.078  -4.8269  37.8345  -0.0038  -0.0054  0.0005
Si  4.7819  -2.1188  37.6643  0.002  0.0003  0.0028
Si  7.5091  0.6028  37.8656  -0.0017  -0.0009  0.006
Si  4.7442  3.3421  37.723  0.0005  -0.0045  0.0119
Si  -3.4103  -4.7887  37.6447  0.0028  0.001  0.0063
Si  -2.0465  -3.4574  39.0403  0.0006  -0.0066  0.0215
Si  0.7082  -0.73  39.0267  -0.005  0.0006  0.0271
Si  -1.9987  1.975  39.1524  0.0027  -0.0028  0.0047
Si  0.6853  -6.1948  39.1264  -0.0027  -0.0056  0.0127
Si  3.4569  -3.4437  39.0993  -0.0021  -0.0044  0.013
Si  6.105  -0.7822  39.1013  0.0035  0.0072  0.0148
Si  3.3772  1.9604  39.0373  -0.0024  -0.0063  0.0247
Si  6.1303  -6.1601  39.0348  0.0033  0.0085  0.0244
Si  1.3683  -1.3574  9.687  0.0086  0.0005  -0.0228
Si  4.0789  1.3548  9.6963  0.0087  0.0038  -0.0237
Si  1.3495  4.0827  9.6112  0.0008  0.0018  -0.0128
Si  4.0593  -4.048  9.5589  -0.0036  0.0052  -0.0081
Si  6.7923  -1.3534  9.5996  0.0046  0.0048  -0.0112
Si  -1.3469  1.3696  9.5708  -0.0029  -0.0008  -0.0073
Si  6.81  4.0821  9.6568  0.0022  -0.006  -0.0202
Si  -1.3596  6.7973  9.6958  0.0001  -0.0011  -0.0252
Si  2.7166  -0.0044  11.0764  0  -0.0013  -0.0096
Si  5.4573  2.7317  11.0294  0.0084  0.0029  -0.013
Si  2.7065  5.4905  10.9055  0.0008  -0.0031  -0.0064
Si  5.3845  -2.6903  10.9161  0.0033  -0.0034  -0.0063
Si  -2.6878  0.0043  10.9061  0.0049  0.0094  -0.0039
Si  0.0037  2.6938  10.9457  -0.0033  -0.0025  -0.0065
Si  8.1519  5.4266  11.044  -0.003  -0.0017  -0.014
Si  0.0082  -2.7143  11.0584  0.0069  0.0039  -0.0119
Si  1.3212  1.3597  12.3967  -0.0077  0.0069  0.0124
Si  4.0501  4.155  12.274  -0.0106  0.0037  0.0092
Si  1.4001  -4.0813  12.3774  0.0096  -0.0095  0.0101
Si  4.0891  -1.3808  12.4067  0.0101  -0.011  0.0123
Si  -4.0122  1.3327  12.3041  0.0015  -0.0087  0.0153
Si  -1.3292  4.0279  12.3396  0.0129  -0.0016  0.0077
Si  6.7135  -4.0457  12.2724  -0.0085  0.0125  0.0079
Si  -1.365  -1.3109  12.3547  -0.0127  0.0079  0.0075
Si  -0.2318  0.2073  13.7777  0.0083  -0.0041  0.0159
Si  2.4935  3.0124  13.5729  0.0132  0.0015  0.0167
Si  0.2673  -5.7135  13.6165  -0.0112  0.0098  0.0202
Si  2.9515  -2.9554  13.7618  -0.0027  0.0034  0.0158
Si  5.7391  -0.228  13.6227  -0.001  0.0081  0.0214
Si  -2.435  2.4241  13.6546  -0.0102  0.0007  0.0178
Si  5.157  5.7157  13.6317  0.0025  -0.004  0.0225
Si  -3.0135  -2.4697  13.5324  0.006  -0.0155  0.0243
Si  0.6216  -8.4907  28.5785  -0.0095  0.0046  0.0461
Si  4.0996  4.1785  20.392  -0.0001  0.0085  0.0575
Si  0.0435  -4.9028  22.4029  0.0028  -0.0008  0.0614
Si  -1.0734  -5.2255  25.1404  0.0003  -0.0011  0.0577
Si  -2.4881  -4.3413  20.7571  -0.0014  -0.0044  0.052
Si  1.7212  -1.9849  27.5639  0.0021  -0.0034  0.0378
Si  5.5424  -0.8477  29.1719  0.0007  -0.0024  0.0363
Si  3.3022  -5.204  29.8096  0.0066  -0.0034  0.0377
Si  1.7781  -0.8175  32.5204  -0.0094  0.0019  0.0449
Si  -2.8823  0.5494  30.2426  0.0124  0.0287  0.0462
Si  1.7047  -1.0403  15.9378  -0.0019  0.0058  0.0706
Si  -3.754  -2.4486  27.0064  -0.0034  0.0073  0.0392
Si  4.4738  1.6415  27.9879  0.001  0.0058  0.0461
Si  5.5664  -4.1488  20.8053  -0.0036  0.007  0.0487
Si  1.4917  1.7074  23.8506  0.0111  -0.0057  0.0517
Si  7.1731  -2.007  19.812  -0.0075  -0.0171  0.0425
Si  0.9472  -6.9735  25.9681  0.0022  0.0099  0.0442
Si  -0.4749  -0.2489  22.9169  -0.0061  0.0077  0.0535
Si  4.5092  -2.5093  23.1509  0.0033  0.0057  0.0569
Si  5.9501  2.6068  22.4328  -0.007  -0.0037  0.0562
Si  1.6265  -2.2871  21.747  0.0006  -0.0095  0.056
Si  5.1812  -4.255  25.5293  0.0066  -0.0076  0.0521
Si  7.289  1.1282  19.9754  0.0098  0.007  0.056
Si  5.5041  0.1688  24.1141  -0.0019  -0.0056  0.0491
Si  1.3133  3.2839  21.3409  -0.0003  -0.0008  0.0489
Si  -1.0243  -3.4347  27.8037  -0.0016  -0.0018  0.0511
Si  2.658  -4.7538  26.8973  0.0017  -0.0042  0.037
Si  -3.8105  -7.8209  27.4156  -0.0014  -0.0085  0.0539
Si  3.2805  1.7507  33.1082  0.0016  0.0061  0.0457
Si  7.0292  4.2944  15.7696  -0.0043  -0.0019  0.0559
Si  -1.5737  -3.1509  18.4002  -0.0128  0.0097  0.0666
Si  3.0547  -8.0721  30.2537  0.003  -0.0112  0.0428
Si  -1.613  0.9159  27.549  -0.0007  0.0054  0.0436
Si  -2.2549  -3.7346  33.0202  0.0032  0.0021  0.045
Si  -1.6584  -4.3805  15.6876  -0.0067  0.0072  0.061
Si  -1.4314  -7.8337  30.7041  0.0032  -0.004  0.0374
Si  3.2539  -2.3084  30.2936  -0.0042  0.0052  0.0439
Si  -4.5359  -5.9749  32.9176  -0.0057  -0.0021  0.0477
Si  -1.8995  -4.7675  30.3554  -0.0018  0.0073  0.0493
Si  -3.8655  -6.3166  24.5941  -0.0002  0.0117  0.0571
Si  -4.5782  -5.8581  29.8429  0.0012  0.0002  0.0469
Si  0.8162  -1.2838  18.9867  -0.0019  0.004  0.0734
Si  5.4712  2.7041  17.979  -0.0044  -0.007  0.0796
Si  -0.7037  0.5258  32.1465  0.0148  -0.0113  0.0415
Si  -2.6174  -0.5736  24.9932  -0.0019  -0.007  0.0493
Si  3.1413  0.2933  25.8788  -0.0045  0.0096  0.0449
Si  3.9357  1.2263  15.711  0.0064  0.0017  0.0633
Si  -0.6062  1.1568  20.1635  0.003  -0.0004  0.0531
Si  -0.6941  -4.8136  40.4211  0.0105  -0.0053  0.1687
Si  2.06  -2.0818  40.4025  0.0093  -0.0152  0.1765
Si  -0.6298  0.6007  40.4532  -0.0049  0.0046  0.196
Si  2.0493  3.3105  40.4488  -0.0075  0.0134  0.1926
Si  4.7963  -4.823  40.4422  -0.0132  0.0079  0.1964
Si  -3.3884  -2.121  40.4443  -0.0089  0.0083  0.193
Si  4.7428  0.6126  40.4075  0.017  -0.0069  0.1717
Si  7.48  3.361  40.4148  0.006  -0.0166  0.1768
Si  0.691  -3.4461  41.7455  -0.0507  -0.0222  0.3064
Si  3.3985  -0.7328  41.7786  -0.0194  0.0166  0.3703
Si  0.7009  1.9641  41.8224  0.0435  -0.0332  0.3791
Si  3.4204  -6.1891  41.7828  0.0116  -0.0378  0.2823
Si  -4.7351  -3.4773  41.8146  0.0285  -0.0136  0.3511
Si  -2.0167  -0.7533  41.7896  0.0014  -0.0329  0.298
Si  6.1175  1.982  41.745  -0.0286  0.0158  0.3047
Si  -2.0466  -6.1756  41.7785  0.0105  0.0557  0.3838
Si  1.3819  1.3557  6.9347  0.016  -0.0252  -0.3019
Si  4.0931  4.0724  6.9607  0.0068  -0.0094  -0.3655
Si  1.3365  6.8101  6.9266  -0.0098  0.0551  -0.3368
Si  4.0707  -1.3378  6.9038  -0.0369  0.0393  -0.288
Si  6.7886  1.3738  6.9224  -0.0221  0.0321  -0.3372
Si  -1.369  4.1002  6.9031  -0.041  -0.0015  -0.293
Si  6.8131  -4.0859  6.9277  0.0221  -0.0204  -0.3171
Si  -1.3489  -1.3706  6.961  0.0337  -0.0229  -0.3501
Si  0.0317  -0.0119  8.2869  -0.0224  0.0214  -0.1745
Si  2.7337  2.7095  8.3079  -0.0056  0.0059  -0.1785
Si  -0.0251  5.4509  8.286  0.0176  -0.0165  -0.1922
Si  2.6925  -2.6842  8.252  0.0068  -0.0111  -0.1935
Si  5.4229  0.0204  8.2793  0.0069  -0.0095  -0.1894
Si  8.1541  2.7412  8.2594  0.016  -0.0089  -0.1855
Si  5.4572  5.4427  8.2882  -0.0123  0.0133  -0.171
Si  8.1678  -2.7404  8.302  -0.0136  0.0181  -0.1764
O  8.1081  -2.7339  20.9559  -0.003  0.0102  -0.0222
O  6.814  -1.3605  14.1366  -0.005  0.0029  -0.023
O  -2.7948  -2.3439  33.6467  -0.0017  -0.0089  -0.0193
O  4.8112  -2.0788  29.9101  0.0071  0.003  -0.0147
O  4.6614  1.347  33.8288  -0.0131  0.0046  -0.0208
O  5.8551  4.9888  14.9077  -0.0147  0.0136  -0.0325
O  5.7926  -5.2852  24.4623  0.0004  -0.0033  -0.0282
O  4.3324  -5.0935  20.3833  0  -0.0033  -0.0172
O  4.0666  -4.0778  14.2206  0.0034  0.0031  -0.0163
O  1.3819  4.0809  14.1409  -0.007  0.0035  -0.0202
O  2.4476  -5.1458  28.4426  -0.0069  -0.005  -0.0286
O  -4.6716  -0.6807  34.5095  -0.0024  0.0016  -0.0108
O  3.3723  -3.5335  34.4923  -0.0004  -0.0015  -0.0086
O  -3.8199  0.3838  24.5114  -0.0062  0.0044  -0.0165
O  1.4589  -1.9092  33.6743  -0.0072  0.0067  -0.0255
O  2.5753  -7.8394  33.7649  0.0056  -0.0092  -0.0194
O  -4.6085  -1.3669  27.8361  0.0067  -0.0096  -0.0212
O  -2.3566  -3.2636  14.7777  -0.0142  0.014  -0.0414
O  -1.346  1.3307  14.2356  -0.0031  0.0018  -0.0216
O  4.1683  -8.0892  29.0781  0.0093  -0.0062  -0.0253
O  7.7145  3.0912  14.9438  0.0135  -0.0134  -0.0342
O  3.3056  2.4304  14.8513  -0.0123  0.0157  -0.034
O  -0.6204  -8.7454  31.803  -0.0052  0.0083  -0.0203
O  2.3113  -1.8882  29.0573  -0.0078  0.0012  -0.0346
O  -4.7496  -6.4302  31.3725  -0.0007  -0.0058  -0.0371
O  -1.0697  -3.5896  16.9531  0.0047  -0.0168  -0.0574
O  -3.4484  -4.6996  29.8785  -0.0008  -0.0031  -0.023
O  5.3343  -3.5665  22.2788  0.0152  -0.0126  -0.0309
O  6.9027  3.4958  23.395  -0.0086  -0.0162  -0.0272
O  4.477  -3.0676  24.6774  -0.0034  0.0093  -0.0359
O  0.1309  -2.294  27.7238  0.0012  -0.0012  -0.0119
O  2.2812  -2.3238  15.1213  0.0106  -0.018  -0.0355
O  5.1799  0.5372  14.948  0.0121  -0.0125  -0.0326
O  1.6696  -5.5446  25.9234  -0.0036  -0.0042  -0.0082
O  6.998  -0.4566  20.1379  -0.0024  -0.0045  -0.0166
O  7.9483  -2.2411  18.3921  0.0106  -0.0066  -0.0237
O  4.4026  0.1995  28.7104  0.0047  0.0022  -0.012
O  4.9739  -5.4349  33.6052  0.0072  -0.0094  -0.0237
O  -4.6277  -3.747  26.6362  -0.0031  -0.001  -0.0185
O  2.495  0.6057  24.4394  -0.008  0.0085  -0.0295
O  -1.4559  -4.9268  21.8085  -0.0129  0.0087  -0.0268
O  -2.4686  -2.7403  27.9236  -0.006  0.004  -0.023
O  -0.424  -2.2936  19.1171  -0.0051  -0.0024  -0.0249
O  -2.5334  -5.4178  24.5084  -0.0032  -0.0032  -0.0084
O  -0.0261  1.1117  27.83  -0.0061  -0.0025  -0.0111
O  1.768  -8.8545  29.6532  -0.0098  0.0019  -0.0171
O  6.9332  -5.0518  20.8368  0.0042  -0.0009  -0.0158
O  0.1779  2.545  20.4514  -0.007  -0.0083  -0.0198
O  -4.3641  -0.067  30.2079  -0.0061  -0.0103  -0.0187
O  -2.1437  -8.8482  34.654  0.0021  -0.0007  -0.0183
O  1.7983  -1.7055  20.2264  -0.0075  0.0035  -0.0434
O  -3.489  -4.7636  33.0326  0.0001  -0.0042  -0.0152
O  -0.9063  -4.4161  29.1113  0.0075  0.0072  -0.0311
O  -0.4143  -5.0754  14.9482  0.0148  -0.0106  -0.0328
O  1.4217  -1.4236  17.4883  0.0136  0.0057  -0.0603
O  3.0436  -2.349  22.5032  -0.0099  0.001  -0.0238
O  4.4424  1.8495  17.0912  -0.0143  -0.0149  -0.0405
O  -3.9377  -6.9921  26.0541  0.0018  0.0124  -0.0345
O  -1.688  -6.2617  31.0392  0.0011  0.0016  -0.0144
O  0.6974  -6.1642  34.5661  0.0017  -0.0046  -0.0071
O  0.5319  -0.3677  31.5856  0.0014  -0.0025  -0.0163
O  -0.6054  -6.705  25.6245  -0.0022  0.0007  -0.0249
O  3.5751  -8.8485  31.554  -0.0016  0.0101  -0.0358
O  -1.7051  -3.6328  31.5001  0.0079  -0.0036  -0.0327
O  0.3188  0.2485  19.1909  0.0099  -0.013  -0.0288
O  4.641  3.6045  19.0042  0.0129  -0.0156  -0.0443
O  3.0257  -3.8665  30.6699  0.0009  -0.0051  -0.0153
O  -2.1999  0.1373  28.8341  0.0129  0.0048  -0.0339
O  5.7811  -2.8664  19.8069  0.0047  0.0037  -0.0164
O  4.1392  -5.0953  26.4154  0.0051  0.0025  -0.0136
O  3.3678  1.6146  26.8072  -0.0129  -0.0064  -0.0218
O  -2.0633  1.4501  19.5325  -0.0064  -0.0006  -0.0156
O  4.8697  3.5236  21.6556  -0.0096  0.0112  -0.0324
O  4.6452  -0.1706  25.4625  0.0057  -0.0049  -0.0287
O  -0.6032  0.2602  33.7269  -0.0051  -0.0026  -0.0416
O  2.3854  -3.1872  26.7301  0.0026  -0.0028  -0.0197
O  -3.966  -7.2235  33.7667  -0.0121  0.0101  -0.0215
O  8.1429  5.3961  16.1504  -0.0018  -0.0033  -0.0178
O  -1.0177  -4.2629  26.4245  0.0011  -0.0103  -0.0263
O  6.3702  1.6532  18.78  -0.016  0.0089  -0.0382
O  0.033  1.0193  23.7907  -0.0037  -0.0076  -0.0131
O  0.9598  -3.767  21.712  -0.0023  0.0037  -0.0123
O  1.9189  2.1854  22.3726  -0.0031  0.0093  -0.0334
O  2.5206  3.854  20.4475  0.0143  0.0009  -0.0216
O  2.2891  0.4998  33.2983  -0.0081  -0.0042  -0.0155
O  5.2805  -1.0868  23.12  -0.0014  -0.0109  -0.0224
O  -0.5435  -7.7272  29.3715  0.0074  -0.0012  -0.0224
O  -2.7947  -8.7016  30.4232  -0.0059  0.013  -0.0147
O  -0.9675  0.3223  21.5003  -0.0028  0.0096  -0.0397
O  -1.8634  -4.494  19.2662  0.01  0.0094  -0.035
O  2.8105  0.1197  15.9655  0.0045  0.0028  -0.0184
O  -3.2848  -1.9228  25.5529  0.0105  0.0123  -0.0189
O  -4.0483  -6.8918  28.7152  -0.0022  -0.015  -0.0245
O  2.9348  -1.3923  31.5687  0.0086  -0.0084  -0.028
O  1.2  -7.5293  27.4453  -0.0055  0.0151  -0.0335
O  -1.6682  -0.9352  23.7459  0.0183  0.0051  -0.0282
O  -1.0308  -4.2963  33.8908  -0.0071  0.0042  -0.0256
O  5.9554  1.8856  27.4158  0.0049  0.0026  -0.0239
O  0.3926  -0.4828  15.1381  -0.0169  0.0143  -0.0418
O  -0.1108  -4.6236  23.9855  0.0111  0.0058  -0.0341
O  0.6894  -1.3191  22.639  0.0118  -0.0085  -0.0231
O  6.3974  3.6847  17.1056  0.0116  0.0119  -0.0372
O  6.9075  1.8479  21.3713  0.0088  -0.0091  -0.0412
O  4.8714  -5.2552  29.43  -0.003  0.0039  -0.0088
O  2.156  -0.6923  26.6942  0.011  0.0053  -0.0174
O  1.543  -7.9234  24.8399  0.0027  -0.0084  -0.0299
O  5.1175  1.5416  23.342  0.0006  0.0119  -0.0324
O  -2.0584  -0.0631  31.4893  -0.0138  0.0032  -0.0268
O  -1.7652  0.0923  26.1856  -0.0047  -0.0118  -0.0379
O  2.8018  -6.515  30.6182  -0.0043  0.0002  -0.0106
O  -2.3677  -8.5395  27.4193  0.0012  0.0011  -0.0232
O  0.6722  4.5118  22.1659  -0.0004  -0.0024  -0.0174
H  -0.1327  -2.6262  42.678  0.3629  -0.3077  -0.2629
H  1.5095  -4.2712  42.678  -0.2662  0.2694  -0.2903
H  4.2196  -1.5553  42.7111  -0.2526  0.2536  -0.3013
H  2.577  0.0893  42.7111  0.3354  -0.3486  -0.2693
H  -0.126  2.7808  42.7549  0.2477  -0.2606  -0.2864
H  1.5232  1.1428  42.7549  -0.3297  0.3632  -0.2309
H  2.5994  -5.3665  42.7153  0.2561  -0.2776  -0.275
H  4.2413  -7.0118  42.7153  -0.3181  0.3475  -0.2379
H  -5.5582  -2.6567  42.7471  0.2559  -0.2475  -0.2844
H  -3.9152  -4.3009  42.7471  -0.348  0.3569  -0.2397
H  -1.1923  -1.5725  42.7221  -0.3692  0.3067  -0.2329
H  -2.8379  0.0692  42.7221  0.2786  -0.2415  -0.2746
H  5.2984  2.8065  42.6775  0.3083  -0.3572  -0.2591
H  6.9431  1.1641  42.6775  -0.2618  0.2588  -0.2973
H  -2.8672  -5.3527  42.711  0.3535  -0.3504  -0.2599
H  -1.2279  -7.0005  42.711  -0.2536  0.2555  -0.3062
H  0.5575  2.1749  6.0022  0.2506  -0.246  0.3003
H  2.2056  0.5358  6.0022  -0.3357  0.3744  0.2543
H  4.9146  3.2504  6.0283  -0.3467  0.3415  0.251
H  3.2708  4.8938  6.0283  0.2414  -0.2632  0.2822
H  0.5178  7.635  5.9941  0.3152  -0.3929  0.2187
H  2.1634  5.9935  5.9941  -0.2564  0.2389  0.2777
H  4.8917  -2.1604  5.9714  -0.2506  0.2518  0.2906
H  3.2523  -0.5127  5.9714  0.3786  -0.3363  0.2277
H  7.6116  0.5532  5.9899  -0.2732  0.2379  0.272
H  5.9675  2.1963  5.9899  0.3465  -0.3441  0.2251
H  -2.1947  4.9181  5.9707  0.3586  -0.3368  0.2398
H  -0.5479  3.2777  5.9707  -0.2328  0.2664  0.2827
H  7.6322  -4.9104  5.9953  -0.3445  0.3487  0.2565
H  5.9922  -3.2632  5.9953  0.2657  -0.2425  0.2965
H  -0.5283  -2.1936  6.0286  -0.3664  0.3388  0.2417
H  -2.1689  -0.547  6.0286  0.252  -0.2578  0.2912

Results
free energy: -156496.979 eV
free energy less fixed offsets of H -15.71, O -570.45, Si -639.56 eV per atom: -7.219 eV

The program warned: the cutoff lies below the one the program advises for these potential files; the forces do not sum to zero within the program's tolerance; empty levels may hold ghost states of the PAW files; the exchange-correlation potential is rough where the density is thin.
